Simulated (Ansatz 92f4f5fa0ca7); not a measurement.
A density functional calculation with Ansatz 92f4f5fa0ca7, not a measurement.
Periodic cell of 220 atoms, Si132O88, from a study of silicon, its oxide and their interface. The atomic structure is a simulated model.

Settings: functional PBE; potential files Ansatz PAW; basis plane waves; wave-function cutoff 700 eV; density cutoff ratio 5; exchange-correlation grid ratio 1; k mesh 2 x 2 x 1, shifted by 0.5 0.5 0.5 of a step; self-consistency stop 5e-08 eV per atom in the density residual; occupations fixed; spin none; net charge 0.

Cell vectors (angstrom)
a, 10.938, 0, 0
b, 0, 10.938, 0
c, 0, 0, 32.0942

Atoms and the computed forces on them: element, x, y, z (angstrom), force x, y, z (eV/angstrom)
Si, 0.2196, -0.1616, 24.4388, -0.011, -0.0209, -0.0301
Si, 5.6148, -0.3301, 24.698, -0.0052, -0.0179, -0.0109
Si, 2.543, 3.0246, 24.4109, 0.0149, 0.0114, -0.0193
Si, 8.106, 2.9498, 24.9991, 0.0214, 0.0247, -0.0154
Si, 0.0673, 5.1025, 24.6157, -0.0325, -0.0249, -0.0065
Si, 5.8483, 5.1209, 24.5734, 0.0052, -0.0263, -0.0273
Si, 2.4787, 8.4927, 24.5451, 0.0195, 0.026, -0.0176
Si, 8.0138, 8.5732, 24.7159, 0.0063, 0.0185, -0.0136
Si, 1.4205, 1.3945, 25.7853, -0.0092, 0.0134, 0.026
Si, 6.7662, 1.3166, 25.9777, 0.0113, -0.0124, -0.0039
Si, 4.0887, 4.1461, 25.8458, -0.0068, -0.0193, -0.0108
Si, 9.6344, 4.1187, 26.2518, 0.0138, 0.0338, -0.0262
Si, 1.2891, 6.832, 25.7771, 0.0109, -0.0114, 0.0243
Si, 6.8717, 6.8411, 25.8786, -0.0115, 0.0136, 0.0052
Si, 4.0504, 9.496, 26.0225, 0.0005, 0.0063, -0.0283
Si, 9.6046, 9.7128, 25.9634, 0.0111, 0.005, -0.0208
Si, 2.729, 0.0366, 27.2872, -0.0276, 0.0037, 0.0024
Si, 8.1954, 0.0429, 27.3479, -0.003, -0.017, -0.0008
Si, 0.0828, 2.6422, 27.3524, 0.033, -0.006, -0.0064
Si, 5.4082, 2.7449, 27.2885, -0.0038, 0.0116, -0.004
Si, 2.7121, 5.522, 27.235, -0.0033, -0.0086, 0
Si, 8.1898, 5.5422, 27.3735, -0.0285, 0.0066, -0.0095
Si, -0.0181, 8.2023, 27.2615, 0.0169, -0.0031, -0.0022
Si, 5.4724, 8.1422, 27.3142, 0.0115, 0.006, -0.0033
Si, 4.1018, 1.3673, 28.676, -0.1882, 0.1151, 0.0816
Si, 9.5708, 1.3673, 28.676, 0.1318, -0.0271, 0.447
Si, 1.3673, 4.1018, 28.676, 0.4048, 0.0307, -0.1935
Si, 6.8362, 4.1018, 28.676, -0.2462, 0.0127, -0.1611
Si, 4.1018, 6.8362, 28.676, -0.1676, -0.2425, 0.0322
Si, 9.5708, 6.8362, 28.676, 0.1169, 0.5479, 0.3441
Si, 1.3673, 9.5708, 28.676, -0.0701, 0.0218, -0.374
Si, 6.8362, 9.5708, 28.676, 0.0275, -0.2079, -0.0957
Si, 0, 0, 30.0432, -0.1458, -0.105, 0.0342
Si, 5.469, 0, 30.0432, -0.0194, -0.0015, -0.0629
Si, 2.7345, 2.7345, 30.0432, 0.1183, 0.0944, 0.036
Si, 8.2035, 2.7345, 30.0432, 0.1054, 0.0526, -0.0351
Si, 0, 5.469, 30.0432, -0.0325, 0.004, -0.0702
Si, 5.469, 5.469, 30.0432, -0.1044, -0.1299, 0.0225
Si, 2.7345, 8.2035, 30.0432, 0.0379, 0.0451, -0.0551
Si, 8.2035, 8.2035, 30.0432, 0.117, 0.052, 0.0521
Si, 1.3673, 1.3673, 31.4105, -0.0097, 0.0379, -0.0239
Si, 6.8362, 1.3673, 31.4105, -0.002, -0.0494, -0.0123
Si, 4.1018, 4.1018, 31.4105, -0.0076, -0.0404, 0.0315
Si, 9.5708, 4.1018, 31.4105, -0.0379, 0.029, 0.0055
Si, 1.3673, 6.8362, 31.4105, 0.0302, -0.012, -0.013
Si, 6.8362, 6.8362, 31.4105, 0.0104, 0.0361, -0.0155
Si, 4.1018, 9.5708, 31.4105, -0.0043, -0.008, 0.0048
Si, 9.5708, 9.5708, 31.4105, -0.0348, 0.017, 0.0373
Si, 2.7345, 0, 0.6835, -0.0095, -0.0052, -0.0002
Si, 8.2035, 0, 0.6835, 0.0283, 0.0357, -0.0123
Si, 0, 2.7345, 0.6835, -0.0216, -0.0349, 0.0144
Si, 5.469, 2.7345, 0.6835, 0.0369, 0.0302, -0.0017
Si, 2.7345, 5.469, 0.6835, -0.0002, 0.0012, -0.021
Si, 8.2035, 5.469, 0.6835, 0.0272, -0.0541, 0.0042
Si, 0, 8.2035, 0.6835, -0.0262, 0.0002, -0.0063
Si, 5.469, 8.2035, 0.6835, 0.0153, -0.0006, 0.0179
Si, 4.1018, 1.3673, 2.0507, -0.0037, -0.0016, 0.064
Si, 9.5708, 1.3673, 2.0507, -0.0786, -0.0794, -0.0308
Si, 1.3673, 4.1018, 2.0507, 0.1306, 0.0952, -0.0161
Si, 6.8362, 4.1018, 2.0507, -0.0555, -0.0405, 0.0186
Si, 4.1018, 6.8362, 2.0507, -0.1201, -0.0831, -0.0017
Si, 9.5708, 6.8362, 2.0507, -0.0068, 0.0514, 0.0327
Si, 1.3673, 9.5708, 2.0507, -0.0184, -0.0051, 0.0278
Si, 6.8362, 9.5708, 2.0507, 0.0194, 0.0172, -0.0274
Si, 0, 0, 3.418, -0.2627, 0.0044, -0.2574
Si, 5.469, 0, 3.418, 0.2338, -0.0025, 0.1368
Si, 2.7345, 2.7345, 3.418, 0.1295, 0.4968, 0.0993
Si, 8.2035, 2.7345, 3.418, 0.0122, -0.1029, 0.1639
Si, 0, 5.469, 3.418, 0.233, -0.0537, 0.32
Si, 5.469, 5.469, 3.418, -0.2377, -0.4754, -0.0987
Si, 2.7345, 8.2035, 3.418, -0.1018, -0.2683, -0.198
Si, 8.2035, 8.2035, 3.418, 0.066, 0.1417, -0.2478
Si, 1.2973, 1.4366, 4.7207, -0.0163, 0.0108, 0.0012
Si, 6.8609, 1.3424, 4.8239, -0.0157, 0.0165, -0.0248
Si, 4.1534, 4.0653, 4.8774, -0.0012, 0.0093, 0.0063
Si, 9.5813, 4.088, 4.795, -0.0027, -0.0128, -0.0045
Si, 1.3914, 6.8473, 4.8328, 0.0075, -0.0164, -0.0144
Si, 6.854, 6.7959, 4.715, 0.0017, -0.0113, 0.0197
Si, 4.099, 9.5355, 4.7426, -0.0035, -0.015, 0.022
Si, 9.5683, 9.5602, 4.779, -0.0074, 0.0013, 0.0038
Si, 2.6237, -0.0437, 5.9219, 0.0443, -0.0029, 0.039
Si, 8.2137, -0.0332, 6.1933, -0.011, 0.0091, 0.0067
Si, -0.0797, 2.6952, 6.2219, -0.0128, 0.0023, 0.0096
Si, 5.5155, 2.5957, 6.303, 0.0533, 0.0062, 0.0125
Si, 2.7453, 5.5108, 6.28, 0.0011, 0.0349, -0.0189
Si, 8.1689, 5.432, 6.0977, 0.0243, 0.0209, 0.022
Si, -0.039, 8.1742, 6.1647, 0.0226, 0.0335, 0.005
Si, 5.464, 8.1235, 6.0693, -0.01, 0.0112, -0.0093
Si, 3.7319, 1.3497, 7.4166, -0.021, -0.0198, 0.0286
Si, 9.7199, 1.1066, 7.6176, 0.012, 0.0011, 0.0601
Si, 1.6472, 3.7619, 7.4209, 0.0129, -0.014, 0.0499
Si, 6.7567, 4.2236, 7.5292, 0.0025, -0.0012, -0.0027
Si, 4.5192, 6.5344, 7.56, 0.0722, 0.0068, -0.0095
Si, 9.2856, 7.0221, 7.421, -0.0277, 0.0109, 0.0169
Si, 1.0999, 9.8522, 7.3339, 0.0088, 0.0321, 0.0035
Si, 7.027, 9.2336, 7.3599, 0.0189, -0.0243, 0.0229
O, 1.2771, 4.0782, 24.0109, -0.0002, -0.0003, -0.0175
O, 6.8059, 9.577, 24.1504, -0.0046, 0.001, -0.0314
O, 2.9402, 2.7689, 7.2923, -0.0566, -0.0051, 0.0352
O, 8.1625, 8.1579, 7.881, 0.0011, -0.0093, 0.0376
O, 5.5888, 5.3678, 7.9805, -0.0576, 0.0021, 0.0401
O, 0.0159, 0.0116, 7.9737, -0.0108, -0.0076, 0.026
O, 5.3952, 5.4746, 23.028, 0.0195, 0.0009, 0.0061
O, 10.5558, 0.4614, 22.9937, 0.0149, -0.0028, 0.0152
O, 2.1657, 9.3798, 8.5336, -0.0097, 0.0241, 0.0139
O, 1.458, 3.7812, 9.0454, 0.0128, 0.0102, -0.0159
O, 8.9577, 1.6468, 8.9255, 0.0291, 0.0014, -0.015
O, 7.7927, 9.745, 12.1466, 0.0195, 0.0121, -0.0111
O, 3.3898, 0.7989, 8.9666, 0.0054, -0.0147, -0.0083
O, 4.3853, 7.3674, 9.3277, -0.0072, -0.0258, -0.0213
O, 7.7282, 3.7332, 8.7124, -0.0286, -0.012, 0.0303
O, 9.8927, 6.4236, 8.8272, -0.0094, 0.0232, 0.0049
O, 3.3763, 2.4322, 23.0676, -0.0161, -0.013, 0.0066
O, 4.6815, 0.1531, 23.4315, 0.0169, 0.0228, -0.0108
O, 9.2317, 2.4473, 23.9241, -0.0336, -0.0204, -0.0335
O, 9.8373, 5.5444, 23.4926, 0.0292, 0.0141, -0.0003
O, 19.9097, 8.0985, 23.4569, -0.0228, -0.0253, -0.0087
O, 3.3462, 7.9498, 23.2474, -0.0307, 0.0024, -0.0134
O, 7.0193, 3.9829, 24.3088, 0.0045, 0.002, -0.0266
O, 1.3488, 9.6162, 24.0314, -0.0052, -0.0052, -0.0284
Si, 3.9711, 6.4018, 10.7668, -0.0159, -0.0266, 0.017
Si, 9.3546, 4.1305, 14.5904, -0.0003, -0.0048, 0.0048
Si, 7.5171, 8.1757, 11.9033, 0.004, 0, 0.0026
Si, 4.2405, 1.2399, 22.2993, 0.0095, -0.0029, 0.0088
Si, 17.3727, 3.6808, 14.1413, -0.0173, -0.0173, -0.0129
Si, 2.7665, -0.5057, 20.085, 0.0002, 0.002, 0.0036
Si, 7.2403, 4.1015, 19.3798, -0.0026, 0.0005, 0.0004
Si, 14.1182, 6.5592, 16.4232, -0.0014, -0.0053, 0.0071
Si, 2.2415, 4.041, 10.4607, -0.0173, -0.0034, -0.009
Si, 5.8099, 16.1214, 16.6389, 0.0005, -0.0067, 0.0043
Si, 3.8576, 9.6753, 17.2273, 0.0016, 0.0019, 0.002
Si, 10.4671, 4.2321, 11.6528, 0.0019, 0.0064, 0.0111
Si, 11.0236, 6.4264, 16.08, -0.0066, -0.0037, 0.0047
Si, 8.2027, 1.453, 14.6424, -0.0024, 0.0054, 0.003
Si, 2.7933, 10.3817, 9.681, -0.0036, 0.0146, -0.0069
Si, 9.1606, 6.7439, 22.5735, -0.0027, 0.0087, 0.0169
Si, 11.218, -1.2754, 11.2067, -0.0022, 0.0009, -0.0049
Si, 3.6471, -3.2976, 13.7175, -0.0026, 0.0045, 0.0046
Si, 5.2719, 8.7929, 9.8656, 0.0175, 0.027, -0.0006
Si, 9.6074, 1.7344, 22.5289, -0.016, 0.0104, 0.0211
Si, 12.0176, -0.4959, 16.5457, -0.0025, 0.0055, -0.0016
Si, 8.0558, 2.6489, 10.055, -0.0304, -0.0628, 0.0067
Si, -0.3126, 8.1825, 18.395, -0.0042, -0.0034, 0.005
Si, 11.806, -2.1221, 14.1488, -0.0057, 0.0024, -0.0002
Si, 5.2226, 3.8323, 11.2992, 0.0354, -0.044, -0.0376
Si, 6.069, 6.0365, 21.6445, -0.0005, -0.0017, 0.004
Si, 6.5374, 7.6742, 14.6705, 0.0053, 0.0007, 0.0027
Si, 11.6183, 6.4514, 20.6525, -0.0023, -0.0002, -0.0019
Si, 11.1361, 1.0148, 18.7672, -0.0014, 0.0051, -0.0003
Si, 14.278, 7.6461, 21.6345, 0, -0.002, 0.0038
Si, 7.0147, 1.3143, 20.7204, 0.0003, -0.0007, 0.0062
Si, 10.0445, 7.0155, 10.3467, 0.0022, 0.0034, -0.003
Si, -0.5901, 3.6347, 20.1298, 0.0008, -0.0008, 0.0023
Si, 8.5133, -0.7316, 19.0865, -0.0054, -0.0051, -0.0011
Si, 6.9382, 10.1077, 16.3889, 0.011, 0.0084, 0.0027
Si, 8.6662, 0.1819, 11.9397, -0.0204, 0.0191, 0.0037
O, 13.4278, 8.7543, 13.9434, -0.0089, -0.0246, 0.0012
O, 7.728, -1.1506, 17.7503, -0.0173, 0.0112, -0.0165
O, 6.1032, 8.1326, 11.0615, 0.0028, 0.0107, -0.0083
O, 1.6489, 10.4943, 10.8349, -0.0056, -0.0234, -0.0061
O, 5.2387, -5.5108, 10.8616, -0.0237, 0.0046, -0.004
O, 10.1058, 7.1176, 17.2606, 0.031, 0.0063, -0.0046
O, 6.3063, 4.9172, 20.4695, 0.0059, -0.0025, -0.0099
O, 6.8668, 13.0633, 13.9841, 0.0164, 0.0429, 0.0252
O, 3.6426, 7.213, 12.1319, 0.0097, -0.0114, 0.0089
O, 2.6058, 5.655, 10.3332, 0.0357, -0.0016, 0.0068
O, 7.8216, 4.5929, 14.1701, 0.0018, -0.0421, 0.0064
O, 11.5117, -1.6518, 17.5865, -0.0048, 0.0087, -0.0129
O, 10.2365, 4.07, 13.2467, -0.0253, 0.0047, -0.0001
O, 0.7501, 7.4061, 19.3447, -0.0187, -0.0087, -0.0047
O, 7.0128, 2.4758, 19.5492, 0.0004, 0.0056, 0.0096
O, 12.5467, 6.1298, 16.6852, -0.0071, 0.0202, -0.0189
O, 17.3447, 6.4894, 15.8021, -0.0207, -0.001, -0.0027
O, 13.0912, 6.528, 21.3744, 0.0019, 0.0239, -0.0063
O, 3.307, 0.6024, 21.1428, 0.0089, -0.0062, 0.0078
O, 1.0706, 3.643, 11.5119, 0.0145, 0.0007, -0.0177
O, 7.2897, -0.1855, 20.0663, 0.0061, 0.0123, -0.0144
O, 8.204, 1.3548, 21.8273, 0.008, 0.0104, -0.0092
O, -1.5097, 8.8421, 19.3219, 0.0243, 0.0005, -0.0132
O, 2.8187, 8.9906, 20.8591, 0.0058, -0.0057, 0.013
O, 12.2406, 0.133, 19.6381, -0.0031, 0.0058, -0.0207
O, 6.1197, 9.5692, 8.7351, 0.0051, -0.0083, 0.011
O, 8.6095, 7.4659, 10.9588, 0.0068, 0.0086, 0.0004
O, 9.0099, 0.6549, 13.4799, -0.0251, 0.0033, -0.0251
O, 7.6147, 11.4766, 15.8483, -0.002, -0.0215, -0.0097
O, 6.4128, 3.0487, 10.5936, -0.0139, 0.0456, 0.0208
O, 2.7019, -0.451, 16.4153, -0.0096, -0.0194, 0.0201
O, 3.6774, 14.2586, 10.8644, 0.0066, 0.0255, 0.0169
O, -6.6587, 5.5594, 17.1352, 0.0126, 0.0126, -0.0316
O, 11.2113, 7.4446, 14.8066, 0.0116, 0.0057, 0.014
O, 4.0822, 9.7114, 10.4307, 0.0056, -0.0204, -0.0263
O, 3.5518, 8.0664, 17.0006, -0.0047, 0.0055, -0.0121
O, 10.1597, 5.1157, 15.626, 0.0004, 0.0051, -0.0087
O, 10.3332, 2.8101, 21.5499, -0.0071, -0.0028, -0.0074
O, 5.3766, 14.8952, 12.9366, 0.031, -0.0181, 0.0124
O, 4.8767, 7.1339, 21.1908, -0.0164, -0.008, 0.0091
O, 11.0637, 2.6132, 19.0743, -0.0051, -0.0053, 0.0098
O, 9.179, 2.6324, 15.2585, -0.0271, 0.0083, -0.0372
O, 3.734, -0.7647, 18.7864, -0.0133, 0.0017, -0.0103
O, 5.6302, 1.632, 21.5314, -0.0006, -0.009, 0.0018
O, 5.3248, 10.1259, 16.6723, 0.0052, -0.0124, -0.0022
O, 7.8957, 1.2941, 11.098, 0.0295, 0.0438, 0.0072
O, 9.6126, 0.4762, 19.0461, 0.0106, -0.0115, -0.003
O, 17.7027, 4.6958, 17.9071, -0.0137, -0.0025, -0.005
O, 7.6378, 6.4891, 21.9775, -0.004, 0.0074, -0.0083
O, -5.8461, -2.6956, 14.1392, -0.0062, -0.0155, -0.0028
O, 7.3598, -3.6168, 13.2925, -0.005, 0.0287, -0.0135
O, 11.4243, -0.8268, 15.0706, 0.0157, -0.023, 0.0087
O, 10.3209, 7.0273, 21.4744, 0.0055, -0.0223, 0.0012
O, 9.2598, 3.5457, 10.8227, 0.0019, 0.0008, 0.0094
O, 8.8729, -6.6958, 19.6608, 0.0068, -0.0066, 0.0054
O, 0.5456, 11.847, 17.1673, 0.0039, -0.0275, 0.0214
O, 16.632, 3.9487, 15.5784, 0.0257, 0.0204, -0.0233
O, 11.1571, -1.9159, 12.6978, 0.0118, 0.0049, 0.0082
O, 11.3584, 4.8923, 20.2866, -0.016, 0.0148, 0.0034
O, 0.0685, 8.3474, 10.2414, -0.0232, -0.004, 0.0189
O, 10.626, 5.8273, 11.2765, -0.0115, -0.0094, -0.0061
O, 10.0298, -0.1936, 11.1239, -0.0124, -0.0151, 0.0148
O, 14.304, 6.4253, 14.78, -0.0006, 0.0206, 0.0151
O, 7.3085, 8.9214, 15.3483, -0.0205, 0.004, 0.0077

Results
free energy: -133975.777 eV
free energy less fixed offsets of O -569.03, Si -635.61 eV per atom: -0.617 eV

The program warned: the cutoff lies below the one the program advises for these potential files; the forces do not sum to zero within the program's tolerance; the exchange-correlation potential is rough where the density is thin.
